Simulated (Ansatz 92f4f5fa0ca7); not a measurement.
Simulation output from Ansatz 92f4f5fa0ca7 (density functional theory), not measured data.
Periodic cell of 237 atoms, Si145O90P2, from a study of silicon, its oxide and their interface. The atomic structure is a simulated model.
Doubt: the cutoff is far below the 930 eV that the study's wrapper takes by default for these files, so forces and energies are approximate.
This geometry differs little from another in the collection (a relaxation step or a small displacement).

Settings
functional: PBE
potential files: Ansatz PAW
basis: plane waves
wave-function cutoff: 580 eV
density cutoff ratio: 5
exchange-correlation grid ratio: 1
k mesh: 1 x 1 x 1, Gamma-centred
self-consistency stop: 5e-08 eV per atom in the density residual
occupations: fixed
spin: none
net charge: 0

Cell vectors (angstrom)
a  11.6015  0  0
b  0  10.938  0
c  0  0  32.0622

Atoms: element, x, y, z (angstrom)
Si  -0.2043  -0.0754  23.2703
Si  3.6703  0.1935  23.1034
Si  7.545  -0.1354  23.4416
Si  1.6811  1.3598  23.4124
Si  5.7291  1.4068  23.1815
Si  9.4388  1.2232  23.3567
Si  0.143  5.3045  23.4619
Si  4.111  5.2914  23.3838
Si  8.0172  5.6097  23.5295
Si  2.1435  6.5722  23.3526
Si  5.9475  6.7713  23.4805
Si  9.9971  6.8645  23.5859
Si  1.8991  2.6602  25.3745
Si  5.8271  2.6573  25.2479
Si  9.6234  2.6892  25.2551
Si  11.5937  4.0032  25.3911
Si  3.8868  3.9714  25.3151
Si  7.7357  4.0985  25.3367
Si  1.9686  8.142  25.1827
Si  5.772  8.1638  25.3703
Si  9.7042  8.2585  25.4219
Si  11.6342  9.5526  25.2586
Si  3.8624  9.5813  25.0729
Si  7.6856  9.5189  25.4027
Si  11.6461  -0.013  27.2011
Si  3.8979  -0.0568  27.1213
Si  7.7551  -0.0166  27.2794
Si  1.982  1.31  27.2744
Si  5.8245  1.322  27.2009
Si  9.6917  1.3316  27.2016
Si  11.5903  5.4689  27.2409
Si  3.8434  5.4192  27.2117
Si  7.7096  5.4585  27.2652
Si  1.9354  6.8251  27.1768
Si  5.757  6.7953  27.2764
Si  9.6513  6.8133  27.2783
Si  1.9459  2.7224  29.1719
Si  5.7935  2.7103  29.1396
Si  9.6805  2.7212  29.1416
Si  0.0118  4.0938  29.1654
Si  3.8668  4.0884  29.1657
Si  7.7317  4.0762  29.1748
Si  1.9413  8.1873  29.1356
Si  5.7894  8.1938  29.1768
Si  9.6722  8.2032  29.1836
Si  0.0084  9.5622  29.148
Si  3.8701  9.568  29.1249
Si  7.7322  9.5478  29.189
Si  0  0  31.0965
Si  3.8672  0  31.0965
Si  7.7343  0  31.0965
Si  1.9336  1.3673  31.0965
Si  5.8008  1.3673  31.0965
Si  9.6679  1.3673  31.0965
Si  0  5.469  31.0965
Si  3.8672  5.469  31.0965
Si  7.7343  5.469  31.0965
Si  1.9336  6.8362  31.0965
Si  5.8008  6.8362  31.0965
Si  9.6679  6.8362  31.0965
Si  1.9336  2.7345  0.9679
Si  5.8008  2.7345  0.9679
Si  9.6679  2.7345  0.9679
Si  0  4.1018  0.9679
Si  3.8672  4.1018  0.9679
Si  7.7343  4.1018  0.9679
Si  1.9336  8.2035  0.9679
Si  5.8008  8.2035  0.9679
Si  9.6679  8.2035  0.9679
Si  0  9.5708  0.9679
Si  3.8672  9.5708  0.9679
Si  7.7343  9.5708  0.9679
Si  11.6106  0.0074  2.914
Si  3.8549  -0.0091  2.9453
Si  7.7498  0.0064  2.887
Si  1.9395  1.3683  2.8987
Si  5.8213  1.3372  2.8561
Si  9.6704  1.3714  2.9137
Si  11.6016  5.4797  2.8963
Si  3.8859  5.4839  2.8975
Si  7.7592  5.5428  2.8782
Si  1.9366  6.834  2.9068
Si  5.8023  6.8702  2.9064
Si  9.6934  6.8852  2.9325
Si  1.9964  2.7292  4.8295
Si  5.9767  2.7892  4.6926
Si  9.6542  2.7875  4.8236
Si  11.6231  4.0814  4.805
Si  3.9835  4.0413  4.7711
Si  7.8253  4.2638  4.8443
Si  1.9151  8.1654  4.869
Si  5.774  8.2985  4.8013
Si  9.6616  8.2903  4.8848
Si  11.6274  9.6241  4.8854
Si  3.8024  9.5801  4.9074
Si  7.7215  9.6481  4.8599
Si  11.5815  0.1765  6.7765
P  3.7383  -0.2205  6.9772
Si  7.6392  0.0841  6.8239
Si  2.0999  1.3473  6.7597
P  5.6653  1.2138  6.307
Si  9.6298  1.5223  6.8327
Si  11.5218  5.4813  6.6985
Si  4.0113  5.3628  6.7202
Si  7.7376  5.6646  6.8031
Si  1.9959  6.5714  6.6615
Si  5.8001  6.9547  6.7147
Si  9.734  7.0172  6.8916
O  9.9083  7.9759  8.272
O  7.4334  10.0631  8.1831
O  7.4001  4.7007  8.1255
O  2.8444  10.1536  8.3792
O  2.192  7.2939  8.1328
O  4.0969  4.4684  8.1486
O  9.7486  2.4593  8.2111
O  2.6158  2.2812  8.0616
O  11.3823  4.5709  8.0792
O  5.3554  2.2122  7.5816
O  5.7887  7.9196  8.0798
O  11.2761  10.2825  8.1664
O  11.2532  10.0827  21.7875
O  3.2454  10.6983  21.5242
O  5.7239  7.8089  22.1913
O  4.2202  4.4487  21.9319
O  7.6702  9.6847  22.183
O  10.3244  7.6588  22.1649
O  1.603  2.3763  22.1012
O  5.9333  2.4318  21.8635
O  8.421  4.6821  22.2068
O  -0.1068  4.4138  22.0593
O  2.315  7.3515  21.9034
O  9.1291  1.8568  21.8495
Si  1.893  7.6274  9.6678
Si  5.0196  0.5891  17.6738
Si  2.436  5.4104  14.0682
Si  10.4845  3.8761  14.0465
Si  8.2369  2.3548  15.2484
Si  9.5439  2.2232  20.3231
Si  10.4852  3.6523  9.0704
Si  -0.0226  2.3149  11.5706
Si  10.9459  8.1081  15.4352
Si  5.1274  6.9277  13.9785
Si  5.7433  2.5805  11.0589
Si  8.5673  7.6353  19.397
Si  8.1127  4.8245  20.6178
Si  5.9038  9.5819  15.1937
Si  2.0985  7.6383  20.3206
Si  1.8876  4.8853  18.794
Si  4.4594  3.4425  17.9967
Si  8.459  8.9171  16.8441
Si  0.7614  9.4687  13.3454
Si  9.88  10.6291  11.7267
Si  5.3431  3.7022  20.9973
Si  0.5265  5.4749  16.285
Si  10.7565  9.0953  9.1353
Si  6.5508  8.8882  21.2941
Si  7.034  7.1642  11.4394
Si  2.592  0.715  12.2945
Si  10.8785  8.6786  21.0263
Si  6.0029  4.3275  15.6043
Si  7.0525  0.4704  12.9583
Si  4.1072  2.8572  8.4522
Si  0.7934  6.7321  11.9705
Si  6.4067  9.0896  9.0372
Si  0.6481  3.2763  21.1493
Si  9.6862  6.5367  12.9265
Si  7.7023  4.5699  9.7213
Si  3.9871  10.0668  20.2009
Si  4.1981  3.0392  13.4839
Si  3.6239  9.9078  9.8202
Si  8.0279  0.7673  18.0278
O  11.4125  3.2835  12.8581
O  9.3271  4.4973  9.8714
O  8.7847  3.5762  19.8458
O  4.021  -0.0519  18.7969
O  11.2656  4.4978  15.326
O  9.8665  9.7425  10.3454
O  3.714  1.5153  13.1698
O  0.5949  8.9951  14.8935
O  6.4509  1.0153  18.3662
O  4.747  3.17  19.5845
O  6.2368  1.1606  11.7133
O  0.5029  8.4738  9.7858
O  5.5777  4.3373  17.1893
O  8.3569  7.2374  12.3628
O  4.4976  2.484  9.9901
O  2.0314  5.5804  15.6358
O  3.2643  -0.0166  11.0176
O  5.8005  7.1964  12.5088
O  2.2749  6.3626  19.3408
O  0.592  4.9021  17.805
O  8.3769  10.669  12.3534
O  5.2184  10.0615  9.5679
O  0.5887  8.2151  20.1809
O  9.7146  2.5889  14.6518
O  1.9137  10.6005  13.3261
O  9.9271  9.1111  16.188
O  6.1136  10.3361  13.7558
O  7.4118  1.583  14.086
O  1.6345  3.9465  20.074
O  5.9111  5.7925  14.8794
O  7.332  8.9485  15.6801
O  1.455  1.6756  11.6693
O  7.0478  8.4098  10.3772
O  4.3017  1.9915  17.251
O  7.037  3.2063  10.3017
O  11.4738  6.9558  16.4422
O  8.1884  10.1124  17.88
O  3.1953  8.4018  10.2682
O  7.5407  3.8001  15.5359
O  3.0864  4.278  17.9016
O  2.8385  3.8975  13.656
O  1.2567  8.2231  12.4352
O  1.1087  5.7312  13.1965
O  4.963  8.2957  14.8575
O  11.1653  2.3868  20.3119
O  10.9164  9.9934  12.8073
O  5.1711  3.539  12.2591
O  5.0511  3.2288  14.8508
O  6.4811  4.7961  20.5385
O  8.3877  1.5042  16.623
O  10.3737  1.2195  11.4551
O  10.7918  6.6217  11.7245
O  3.249  8.6731  19.8349
O  1.6326  6.3257  10.6287
O  7.1553  8.1231  20.0158
O  8.4403  7.5633  17.7661
O  3.621  6.4252  13.6675
O  9.4643  4.9881  13.3982
O  5.5314  9.9827  20.6932
O  10.1673  7.4055  14.2
O  8.8053  6.1294  19.9532
O  7.0501  5.7968  10.5572
O  5.2571  10.544  16.3676
O  9.0497  1.1304  19.2341
O  11.5458  3.1312  10.1711
O  9.7221  8.691  19.8751

Results
free energy: -144870.940 eV
free energy less fixed offsets of O -568.88, P -755.39, Si -635.61 eV per atom: 2.490 eV

Forces (eV/angstrom), in the order of the atoms: element, x, y, z
Si  -0.0008  -0.0008  -0.0018
Si  0.0015  -0.0031  -0.0027
Si  -0.0003  0.0005  0.0013
Si  -0.0006  -0.0004  -0.0023
Si  -0.0018  0.0019  -0.0035
Si  -0.0018  -0.0017  -0.0017
Si  -0.0016  -0.0036  0.0063
Si  -0.0022  -0.0017  -0.0026
Si  -0.0024  -0.0014  -0.0063
Si  -0.0037  -0.0001  -0.0069
Si  0.0006  0.0026  -0.0003
Si  0.0015  -0.0012  -0.0056
Si  -0.001  -0.0007  0.0006
Si  0.0005  -0.0003  0.0001
Si  0.0007  0.0019  0.0002
Si  0.0013  -0.0015  -0.0022
Si  -0.0002  -0.0016  0.0004
Si  0.001  0.0002  -0.0014
Si  0.001  -0.0007  0.0002
Si  0  0.0004  0
Si  -0.0018  0.0015  0.0003
Si  0.0001  -0.0026  -0.0012
Si  -0.0013  0.001  0.0026
Si  -0.0009  0.0003  -0.0001
Si  -0.0011  -0.0002  0.0002
Si  -0.0019  -0.005  0.0031
Si  -0.0002  0.0013  0.0004
Si  0.0015  -0.0009  0.0002
Si  -0.0015  0.0025  0.0015
Si  -0.0019  0  0.0013
Si  -0.0004  0.0002  0.0006
Si  -0.0011  -0.0005  -0.0002
Si  -0.0001  0.0011  -0.0006
Si  0  0.0009  0.0022
Si  -0.0012  0.0002  0.0007
Si  -0.0002  0.0007  -0.0012
Si  0.0009  -0.0018  0.0028
Si  -0.0018  -0.003  -0.0027
Si  0.0016  0.0001  -0.0034
Si  -0.0007  0.0019  0.0021
Si  -0.0025  -0.0016  -0.0021
Si  -0.0038  0.0009  0.0008
Si  -0.0013  -0.002  -0.0038
Si  -0.0035  -0.0022  0.0044
Si  -0.0012  -0.0014  0.0023
Si  -0.0011  -0.0015  -0.0034
Si  0.002  0.0031  -0.0119
Si  0  0.0006  0.0044
Si  0.0603  0.0109  -0.0723
Si  -0.0217  0.0329  -0.2071
Si  -0.0259  0.0346  0.1013
Si  -0.0051  -0.0642  0.0706
Si  -0.0078  -0.0094  -0.1174
Si  0.0104  -0.0684  -0.0988
Si  0.0138  -0.0163  0.0072
Si  0.0266  0.0098  -0.0232
Si  -0.0051  -0.0463  -0.0017
Si  0.0089  -0.0378  -0.1187
Si  -0.0211  -0.0856  0.1168
Si  0.0443  -0.1351  0.1413
Si  0.0045  0.0248  0.0341
Si  -0.0347  0.0113  -0.1845
Si  0.0319  0.0298  0.0791
Si  -0.026  0.0517  -0.0172
Si  0.0224  0.0208  0.0002
Si  0.0367  0.1343  0.142
Si  0.0351  0.0245  0.0381
Si  -0.0318  0.0897  -0.0625
Si  0.082  0.136  0.0497
Si  -0.0496  0.0119  0.035
Si  0.0087  -0.0306  0.134
Si  0.0775  -0.0818  -0.0047
Si  -0.0067  -0.0074  -0.0058
Si  -0.0039  0.0049  -0.0004
Si  0.0061  -0.0048  -0.0095
Si  0.0044  0.0096  -0.0159
Si  0.0001  0.0102  -0.0248
Si  -0.0051  0.009  0.002
Si  0.0013  -0.004  -0.0013
Si  0.002  -0.0024  0.0064
Si  0.0017  -0.0096  0.0059
Si  -0.0017  -0.0022  -0.0038
Si  0.003  0.0041  -0.0071
Si  -0.0195  0.0096  0.0032
Si  0.0179  0.0094  0.0098
Si  -0.0059  -0.0355  0.0416
Si  0.0084  -0.0025  0.0004
Si  0  0.0049  -0.0065
Si  -0.0191  0.0047  0.0063
Si  -0.004  -0.0174  -0.0017
Si  0.0089  -0.0153  0.0098
Si  -0.0164  -0.0304  -0.0007
Si  0.0005  0.002  0.0027
Si  -0.0258  0.0084  -0.0026
Si  0.0144  0.022  -0.0212
Si  0.0191  -0.0005  0.0018
Si  0.0034  -0.0097  0.0321
P  0.0559  -0.0189  0.0146
Si  0.0313  0.0514  -0.0617
Si  -0.0017  -0.0159  -0.0776
P  -0.0353  0.0351  -0.0425
Si  -0.031  -0.0013  -0.0194
Si  -0.0039  0.0025  0.0024
Si  -0.0141  0.0007  0.0036
Si  -0.0007  -0.0004  0.0071
Si  0.0147  0.0367  0.0676
Si  0.0083  0.0039  -0.0057
Si  0.0009  0.0008  -0.0121
O  -0.0078  0.0014  0.0017
O  0.0295  -0.0392  0.0344
O  0.0038  -0.0035  -0.0004
O  -0.0151  0.038  -0.0256
O  -0.0079  -0.035  -0.0432
O  -0.0122  0.0183  -0.0172
O  0.0033  0.0028  0.0007
O  -0.0097  0.023  0.0204
O  -0.0016  -0.003  0.0007
O  -0.0033  -0.0135  -0.0185
O  0.0004  0.0091  0.0106
O  -0.0083  -0.002  -0.0043
O  -0.0018  -0.0008  0.0033
O  -0.0007  0.0006  0.0039
O  0.0041  0.0049  -0.0018
O  -0.0016  0.0012  0.0033
O  -0.001  -0.002  0.0015
O  0.0022  -0.0019  0.0044
O  -0.0015  0.0007  0.0019
O  0  -0.0018  0.0029
O  -0.0001  0.0021  0.005
O  -0.0003  -0.0075  0.0019
O  -0.0035  -0.0027  -0.0039
O  -0.0002  -0.0017  0.0036
Si  -0.0093  -0.0151  -0.0168
Si  -0.0002  0.0014  -0.0042
Si  -0.0097  -0.0195  -0.0042
Si  0.0008  0.0002  -0.0012
Si  0.0007  0.0025  -0.0021
Si  -0.0025  0.0008  -0.0061
Si  -0.0013  -0.0019  0.0088
Si  -0.0036  0.0018  0.0083
Si  -0.0066  -0.0105  -0.0038
Si  -0.0038  -0.0005  -0.0004
Si  0.0098  -0.0087  -0.0109
Si  -0.0064  -0.0009  -0.005
Si  -0.0038  0.0011  -0.0062
Si  -0.0003  -0.0003  -0.0062
Si  0.0022  -0.0005  -0.005
Si  -0.0005  -0.0015  -0.0002
Si  0.0001  0.0023  -0.0047
Si  -0.0008  0.0019  -0.008
Si  -0.0131  -0.0063  -0.0016
Si  -0.0007  -0.001  -0.0017
Si  -0.0011  -0.001  -0.0064
Si  0.0011  -0.0001  -0.0098
Si  0.0028  0.0064  0.0105
Si  -0.0042  -0.0055  -0.0127
Si  -0.0084  0.0024  -0.0022
Si  0.012  -0.0072  -0.0132
Si  -0.0032  0.0006  -0.0068
Si  -0.0009  -0.0014  -0.0044
Si  -0.0048  0.0049  -0.007
Si  0.0231  -0.0132  0.0329
Si  0.0008  0.0004  0.0051
Si  -0.0265  0.0249  0.0172
Si  0.002  0.005  -0.0085
Si  0.0018  -0.0015  0.0019
Si  -0.0114  -0.0151  0.0063
Si  -0.0013  -0.0011  -0.0035
Si  -0.0031  0.0165  0.0046
Si  0.0084  -0.0179  -0.017
Si  -0.0042  -0.0066  -0.0096
O  -0.0056  0.0016  0.0009
O  0.004  0.002  -0.0055
O  -0.0001  -0.0018  0.0036
O  -0.0009  -0.0016  0.002
O  -0.0043  -0.0017  -0.0016
O  0.0024  0.0022  0.0017
O  -0.0093  -0.0196  -0.0078
O  -0.0023  0.0024  0.004
O  0.0041  -0.0014  -0.0011
O  -0.0029  0.0003  0.0032
O  0.007  -0.0032  0.0082
O  -0.0027  -0.0012  -0.0138
O  -0.0041  -0.0027  0.003
O  -0.005  0.0006  -0.0001
O  -0.0366  0.0071  0.0085
O  -0.0048  -0.0055  -0.0151
O  -0.0316  0.0184  0.0423
O  0.0067  -0.0005  -0.0077
O  -0.004  -0.007  0.0026
O  -0.0005  0.0016  0.0052
O  0.0011  -0.0009  0.0016
O  0.015  -0.0299  0.011
O  -0.0017  0.0013  0.0048
O  -0.0079  0.0009  0.0002
O  0.0088  0.0078  -0.0004
O  -0.0057  -0.0045  0.0046
O  -0.0016  -0.0061  0.0087
O  -0.0003  -0.0037  0.0028
O  -0.0037  0.0059  0.0013
O  -0.0006  -0.0005  0.0018
O  0.003  -0.0001  0.0076
O  -0.0071  0.0041  0.0042
O  -0.0009  -0.025  0.0059
O  -0.0015  -0.0023  0.0008
O  0.0076  0.0097  0.0025
O  -0.0037  0.0039  -0.0026
O  -0.0019  0.008  0.001
O  -0.0056  0.0063  0.0198
O  -0.0021  -0.0037  0.0026
O  -0.0041  -0.0013  0.0077
O  -0.0089  0.0288  0.006
O  0.0009  -0.0071  -0.0083
O  0.0122  0.0003  0.0098
O  0.0005  -0.0008  0.0027
O  0.0016  0.0005  0.005
O  -0.0034  0.0005  -0.0006
O  0.0016  0.0175  0.0085
O  -0.0018  0.0007  0.0086
O  -0.0001  -0.0026  0.0023
O  -0.0044  -0.0004  0.0035
O  -0.0055  -0.001  -0.0022
O  -0.0033  -0.0001  0.0011
O  -0.0008  -0.0046  0.0034
O  -0.0025  0.0078  -0.003
O  0.0002  0.0008  0.0143
O  -0.0011  0.0007  0.0065
O  -0.0029  -0.0035  0.0045
O  -0.0014  -0.0018  0.0038
O  0.0054  -0.0064  0.0049
O  0.0035  0.0058  0.0117
O  -0.002  0.0027  0.0014
O  -0.0008  0.0066  0.0047
O  -0.0015  -0.001  0.0009
O  -0.0014  -0.0026  0.0024
O  0.0015  -0.0019  -0.0008
O  0.0005  -0.0005  0.0038

The program warned: the cutoff lies below the one the program advises for these potential files; the forces do not sum to zero within the program's tolerance; the exchange-correlation potential is rough where the density is thin.
